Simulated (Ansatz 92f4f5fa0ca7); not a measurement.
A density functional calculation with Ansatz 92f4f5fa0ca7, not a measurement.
Periodic cell of 254 atoms, Si144O106N4, from a study of silicon, its oxide and their interface. The atomic structure is a simulated model.
Doubt: the cutoff is far below the 930 eV that the study's wrapper takes by default for these files, so forces and energies are approximate.
This geometry differs little from another in the collection (a relaxation step or a small displacement).

Settings: functional PBE; potential files Ansatz PAW; basis plane waves; wave-function cutoff 580 eV; density cutoff ratio 5; exchange-correlation grid ratio 1; k mesh 1 x 1 x 1, Gamma-centred; self-consistency stop 5e-08 eV per atom in the density residual; occupations fixed; spin none; net charge 0.

Cell vectors (angstrom)
a  10.938  0  0
b  0  10.938  0
c  -1.9408  -5.264  37.6636

Atoms: element, x, y, z (angstrom)
Si  -0.3164  -6.9171  30.4019
Si  2.4366  -4.0421  30.1148
Si  -0.7673  -0.8756  30.0425
Si  1.9655  -9.0261  30.2591
Si  -6.284  -6.2705  30.2792
Si  -3.6289  -3.6141  30.1655
Si  5.1613  -1.2991  30.1169
Si  -2.9627  -9.5246  30.14
Si  0.842  -5.1907  31.4874
Si  3.5746  -2.4704  31.4601
Si  0.8059  -10.7114  31.4537
Si  3.5316  -7.8996  31.5756
Si  -4.6949  -5.1649  31.5845
Si  -1.941  -2.4702  31.399
Si  6.3297  0.2589  31.4453
Si  -1.8913  -8.064  31.653
Si  -0.5953  -3.8608  32.8243
Si  2.1592  -1.1549  32.8346
Si  -0.5312  -9.4295  32.9426
Si  2.1378  -6.5772  32.92
Si  4.86  -3.8433  32.9214
Si  7.6378  -1.1475  32.8559
Si  4.9094  1.5835  32.8462
Si  -3.3167  -6.6219  32.8787
Si  -1.9408  -5.264  34.2453
Si  0.7937  -2.5295  34.2453
Si  -1.9408  0.205  34.2453
Si  0.7937  -7.9985  34.2453
Si  3.5282  -5.264  34.2453
Si  6.2627  -2.5295  34.2453
Si  3.5282  0.205  34.2453
Si  6.2627  -7.9985  34.2453
Si  1.3673  -1.3673  3.418
Si  4.1018  1.3673  3.418
Si  1.3673  4.1018  3.418
Si  4.1018  -4.1018  3.418
Si  6.8362  -1.3673  3.418
Si  -1.3673  1.3673  3.418
Si  6.8362  4.1018  3.418
Si  -1.3673  6.8362  3.418
Si  2.6744  -0.0114  4.8559
Si  5.5059  2.7777  4.8271
Si  2.8039  5.4091  4.8156
Si  5.3583  -2.6646  4.7507
Si  -2.6627  -0.0968  4.7451
Si  -0.0177  2.7883  4.812
Si  8.1505  5.4703  4.8
Si  0.1634  -2.9078  4.6912
Si  1.1445  1.2639  6.2353
Si  4.0829  4.0848  6.3169
Si  1.5358  -4.1111  6.1906
Si  4.1251  -1.3149  6.2725
Si  -3.8396  1.4883  6.0572
Si  -1.2552  4.2962  6.1943
Si  6.5331  -4.1914  6.0353
Si  -1.377  -1.7817  5.9285
Si  -0.4003  -0.2969  7.3827
Si  2.8563  2.3813  7.4349
Si  0.0171  -4.9903  7.686
Si  2.9407  -2.8958  7.6526
Si  5.4355  0.4014  7.2819
Si  -2.4293  2.8041  7.6312
Si  5.1475  5.7538  7.743
Si  -2.8597  -3.1033  7.2992
Si  -0.5735  -6.6312  35.6126
Si  2.161  -3.8967  35.6126
Si  -0.5735  -1.1622  35.6126
Si  2.161  1.5723  35.6126
Si  4.8955  -6.6312  35.6126
Si  -3.308  -3.8967  35.6126
Si  4.8955  -1.1622  35.6126
Si  7.63  1.5723  35.6126
Si  0.7937  -5.264  36.9798
Si  3.5282  -2.5295  36.9798
Si  0.7937  0.205  36.9798
Si  3.5282  -7.9985  36.9798
Si  -4.6753  -5.264  36.9798
Si  -1.9408  -2.5295  36.9798
Si  6.2627  0.205  36.9798
Si  -1.9408  -7.9985  36.9798
Si  1.3673  1.3673  0.6835
Si  4.1018  4.1018  0.6835
Si  1.3673  6.8362  0.6835
Si  4.1018  -1.3673  0.6835
Si  6.8362  1.3673  0.6835
Si  -1.3673  4.1018  0.6835
Si  6.8362  -4.1018  0.6835
Si  -1.3673  -1.3673  0.6835
Si  0  0  2.0507
Si  2.7345  2.7345  2.0507
Si  0  5.469  2.0507
Si  2.7345  -2.7345  2.0507
Si  5.469  0  2.0507
Si  8.2035  2.7345  2.0507
Si  5.469  5.469  2.0507
Si  8.2035  -2.7345  2.0507
Si  -4.0215  -4.8504  22.0126
Si  2.4068  -4.8381  15.4121
Si  6.1949  -7.949  28.0427
Si  4.6288  -1.5234  19.3712
Si  -9.2679  -8.242  19.5026
Si  7.3349  -10.8469  19.4874
Si  -0.2715  -8.0671  14.6188
Si  -0.8245  -2.7976  12.3267
Si  -0.0327  -3.1142  24.8716
Si  -3.3198  -9.8788  22.4234
Si  2.2198  -1.7298  23.2511
Si  5.6001  0.2656  10.4165
Si  3.9102  -10.8616  25.1604
Si  0.5856  -2.3781  9.4631
Si  9.3653  1.3473  10.5345
Si  3.9355  0.7654  28.0209
Si  -1.7486  -5.1564  28.3019
Si  -4.088  -4.9241  18.8156
Si  -2.0817  -2.4673  18.1473
Si  4.752  -14.5784  17.1201
Si  -6.6919  -3.6206  21.6716
Si  -3.5717  1.2727  12.5765
Si  7.6367  -5.6623  9.0256
Si  1.5549  3.5914  16.7559
Si  -0.6351  -6.8027  18.5507
Si  2.2029  -5.6079  20.7513
Si  0.711  2.3231  11.7741
Si  -2.3893  -7.1587  23.0695
Si  7.7886  -6.2304  25.8799
Si  -3.0816  -3.5241  24.4278
Si  -4.555  -11.7766  24.1723
Si  0.0233  -5.1836  22.6925
Si  -3.3401  -7.9605  17.9863
Si  9.0633  -2.5311  15.0748
Si  3.3639  2.2909  10.3659
Si  5.2528  -6.0333  10.7934
Si  -0.3957  -4.8509  14.3869
Si  2.6479  0.1503  20.8023
Si  7.7719  -1.1694  11.4837
Si  7.6644  2.7299  15.0198
Si  6.3593  -3.2637  14.4098
Si  6.6386  5.0506  13.38
Si  -3.073  -0.3922  8.7539
Si  10.6086  -15.2022  19.9208
Si  -6.14  -10.0073  22.6847
Si  0.4695  -2.902  28.0026
Si  -0.8675  -6.9333  9.8622
Si  15.2062  -4.5503  13.1447
O  0.7405  -13.0661  23.8205
O  4.1629  1.3915  7.5423
N  6.2716  0.2865  8.8113
O  -1.8872  -10.67  29.5788
O  0.8053  -7.9535  29.7476
O  2.8184  -4.5909  13.8405
O  3.097  -2.9776  22.6452
O  0.3805  2.1474  13.3377
O  8.4019  6.4685  8.1833
O  7.6624  -1.9735  8.4269
O  2.4567  2.5829  9.0276
O  8.764  -5.9697  10.1804
O  -3.6632  -6.4079  22.3528
O  3.5323  -5.2058  29.6686
O  2.728  -9.5639  28.9122
O  6.2287  -2.475  29.6121
O  -2.2282  -8.6899  22.5391
O  5.4598  -6.8635  28.9891
O  5.4949  -11.2433  25.4447
O  10.4392  6.8376  21.5472
O  -1.2454  -5.5142  19.342
N  -1.5487  2.5113  9.2066
O  6.5064  4.5498  11.8233
O  -5.4882  -4.3255  22.5284
O  4.5398  -0.5641  28.7664
O  -2.6159  -7.1873  24.683
O  -0.9843  -6.4469  22.7078
O  -3.1271  -4.4506  28.8215
O  6.8061  1.8023  13.9993
O  2.1913  -2.4857  9.0921
O  0.1742  4.7651  8.8408
O  -3.939  -4.6249  20.4102
O  9.1864  3.2527  17.7935
O  3.9966  -4.0686  8.1196
O  -0.0001  1.0897  10.9614
O  7.6994  -10.8914  23.7331
O  -0.5833  -4.0557  28.4064
O  8.5915  -2.5711  11.6743
O  0.856  -4.3603  15.3299
O  0.1582  -4.606  24.2159
O  -4.7923  -9.1246  22.4685
O  3.0277  -1.1337  24.5276
O  7.5954  4.2103  14.3565
O  -3.1291  -0.2797  12.8462
O  -7.3323  -4.8294  20.8053
O  0.1082  3.158  19.6149
O  1.4945  -5.6979  22.2206
O  8.2369  -12.0144  18.7706
O  0.4503  4.612  17.429
O  -0.0768  -1.4909  28.6503
O  -0.4237  -6.4666  14.35
O  5.1025  -9.092  27.6724
O  4.2688  -4.9288  11.5476
O  2.3283  2.3251  11.6215
O  -5.5975  -11.5797  22.8854
O  -1.8984  -5.7634  26.8107
O  -5.1123  -3.6356  15.9009
O  7.1915  -4.3651  13.5062
O  0.1459  -0.9369  8.8029
O  -0.7969  -2.9336  19.0924
O  7.503  -2.1394  14.6999
O  3.2812  -3.9897  16.4956
O  -1.9526  0.3229  7.7587
O  -3.137  -3.7488  18.1095
O  3.2394  0.4125  26.5901
O  7.0409  -6.5498  18.6004
O  0.019  -7.2367  11.1942
O  0.6006  -2.8774  26.3687
O  0.2189  -2.3991  11.0859
O  -4.1859  -13.2885  24.5455
O  4.8832  -2.5592  20.6084
O  -6.9904  -9.6345  24.046
O  5.0889  5.1659  13.9183
O  3.1642  -0.846  19.624
O  4.4373  3.5212  10.4795
O  1.237  -4.7403  19.7193
O  6.1634  -1.2169  11.0068
O  1.6349  -9.7276  20.1336
O  1.8844  -3.3195  28.7197
O  -3.6929  -15.7443  25.2576
O  3.8926  1.0451  21.3639
O  -4.2253  -7.1174  26.7322
O  1.9605  -0.6546  22.0428
O  -3.104  -10.7211  21.0436
O  16.2728  -4.7014  18.2191
O  -12.6604  -8.6979  15.01
O  -1.3183  -6.4182  29.2071
O  -3.5099  -8.6949  28.8172
O  2.2365  2.7139  17.9553
O  2.5599  -7.1292  20.2922
O  -0.1718  -3.593  8.646
O  7.3817  -6.9944  8.0897
O  -12.5974  -13.8479  24.9694
N  -2.3841  -0.1632  10.2907
N  5.9599  -5.3584  9.3521
O  0.7682  -8.4084  15.8188
O  2.5505  4.5222  15.8624
O  9.3403  -12.9793  16.6214
O  -2.9307  -3.9467  22.8518
O  8.642  2.0415  11.8809
O  4.6222  -13.1457  17.8936
O  -1.6682  -4.1647  15.1449
O  10.5292  -4.3134  12.812
O  -3.5471  -9.3283  18.8529
O  4.9951  -3.0868  13.4802
O  6.9894  2.6974  16.4927
O  5.7799  -0.3777  19.4064
O  10.0397  -1.9941  13.8149
O  6.1642  1.3675  11.484
O  4.0378  0.77  10.3164

Results
free energy: -153366.913 eV
free energy less fixed offsets of N -385.13, O -568.88, Si -635.61 eV per atom: 2.727 eV

Forces (eV/angstrom), in the order of the atoms: element, x, y, z
Si  -0.0003  -0.0077  -0.0133
Si  0.0017  -0.0068  -0.0001
Si  -0.0048  0.0051  -0.0025
Si  0.0032  0.0081  -0.0199
Si  0.0043  0.002  -0.0174
Si  -0.0059  0.0039  -0.0034
Si  0.0002  0.0071  -0.0021
Si  0.0016  0.0048  -0.0027
Si  0.0013  0.0039  -0.0186
Si  0.0056  -0.0042  -0.0137
Si  -0.0034  0.0058  -0.0093
Si  0.0026  -0.0057  -0.0119
Si  0.0017  -0.0054  -0.0078
Si  -0.0008  -0.0014  -0.0145
Si  0.0021  0.0006  -0.0131
Si  -0.0028  0.0049  -0.0129
Si  -0.0034  0.0009  0.004
Si  -0.0009  -0.0008  0.0094
Si  0.0014  -0.0041  0.007
Si  -0.0038  0.0037  0.0034
Si  -0.0051  0.001  0.0033
Si  0.0012  -0.0001  -0.0069
Si  -0.003  -0.002  0.0013
Si  -0.0018  0.0007  0.005
Si  0.0476  0.1304  -0.2348
Si  -0.0634  0.0661  -0.3198
Si  -0.0299  -0.3422  0.3314
Si  0.0531  0.0424  0.2573
Si  -0.0356  0.2309  0.397
Si  0.0955  0.2809  0.1097
Si  0.0341  0.0214  -0.3243
Si  -0.0567  0.0159  -0.0592
Si  0.3398  -0.0416  -0.1748
Si  -0.1073  0.0633  0.6971
Si  0.2696  -0.1341  0.123
Si  -0.3236  -0.0171  -0.2136
Si  -0.2444  0.0031  -0.189
Si  0.2218  0.0038  0.0488
Si  -0.1017  0.1173  -0.1955
Si  -0.1221  -0.5421  -0.1938
Si  -0.0105  0.0114  -0.0074
Si  0.005  -0.0105  -0.006
Si  -0.0119  0.0139  -0.0082
Si  0.0006  0.0091  0.0125
Si  0.0182  -0.0013  -0.0058
Si  -0.0261  0.0125  0.0153
Si  -0.0212  -0.0397  0.0045
Si  -0.0498  0.0151  -0.022
Si  -0.0176  -0.011  -0.0003
Si  0.0406  -0.0025  0.008
Si  0.3587  0.1603  -0.2206
Si  -0.0164  -0.013  0.0119
Si  -0.0274  -0.0103  0.0223
Si  0.2303  0.2735  0.0495
Si  0.028  -0.0192  0.0246
Si  -0.056  0.0056  0.0334
Si  0.0214  0.0155  0.0041
Si  -0.0212  -0.0316  0.0306
Si  -0.5585  -0.483  0.3056
Si  0.0536  -0.0074  -0.015
Si  0.0329  0.0184  -0.0015
Si  0.0925  0.0009  -0.0192
Si  0.0231  -0.0012  -0.0148
Si  -0.1285  0.4546  -0.2655
Si  0.028  -0.03  -0.0116
Si  0.0488  -0.0678  -0.0053
Si  -0.0797  -0.0025  0.0156
Si  0.0551  0.1047  0.0036
Si  -0.0066  0.0013  -0.0261
Si  0.028  0.0327  -0.0214
Si  0.0971  0.0069  -0.0067
Si  0.0386  0.0183  -0.0297
Si  0  0.0535  -0.015
Si  -0.0313  0.0364  -0.0241
Si  -0.0318  -0.0425  -0.0174
Si  0.0588  0.0342  -0.0039
Si  -0.0127  -0.0322  -0.0279
Si  0.0132  -0.0331  -0.0082
Si  -0.0576  0.0368  -0.0055
Si  -0.0341  -0.0168  -0.0153
Si  0.0221  -0.0943  0.0132
Si  0.0356  0.0199  0.0229
Si  0.0057  0.0914  0.0176
Si  -0.0075  -0.0519  0.0084
Si  -0.008  0.0492  0.0091
Si  0.121  -0.0713  0.0045
Si  -0.0007  -0.0256  0.0249
Si  -0.0266  0.0348  0.0381
Si  0.055  0.1093  0.0333
Si  0.0019  0.0613  0.016
Si  -0.2141  -0.0959  -0.0453
Si  -0.0467  -0.0405  -0.0624
Si  0.0054  -0.062  0.0345
Si  -0.1335  -0.0815  0.0433
Si  0.1013  0.038  -0.0003
Si  0.0174  0.0282  0.0269
Si  0.0081  -0.002  0.0112
Si  0.004  -0.0027  -0.0118
Si  -0.0033  0.0005  0.0057
Si  -0.0039  0.0002  0.0021
Si  -0.0035  0.0032  -0.0016
Si  0.0005  0.0023  0.006
Si  -0.0012  0.0046  -0.0149
Si  -0.0148  -0.0058  0.0289
Si  -0.0068  -0.0033  -0.0077
Si  -0.0047  0.0015  0.0057
Si  -0.0025  0.0033  0.0043
Si  0.0004  0.0025  0.0098
Si  0.0042  0.0023  -0.0031
Si  -0.0394  -0.0363  -0.0202
Si  0.0063  0.0154  0.005
Si  -0.0063  -0.0004  0.0138
Si  -0.006  -0.0124  0.0081
Si  0.0037  0.0006  0.0011
Si  -0.0007  -0.0008  -0.0106
Si  0.0038  -0.0001  -0.0155
Si  -0.0031  0.0062  0.0088
Si  -0.0044  0.0004  -0.0023
Si  -0.1606  -0.205  0.1188
Si  -0.0076  0.0004  -0.0116
Si  0.0076  0.0019  -0.0032
Si  -0.0093  -0.0008  0.0059
Si  -0.0023  0.0038  -0.0133
Si  -0.0001  0.002  0.0116
Si  -0.0031  0.0042  -0.0101
Si  0.0015  -0.0023  0.0042
Si  0.0011  -0.0042  0.0131
Si  -0.0049  0.0005  0.0074
Si  0.0005  0.0004  -0.0088
Si  0.0052  -0.0012  -0.0056
Si  -0.0131  0.0091  0.0109
Si  0.0042  -0.008  0.0029
Si  0.0003  -0.0019  -0.0066
Si  0.0039  -0.0003  0.0104
Si  -0.0059  0.0087  0.004
Si  -0.0034  0.0046  -0.0169
Si  -0.0047  -0.0095  -0.0082
Si  -0.0011  0.0003  -0.0055
Si  -0.0183  -0.0525  -0.0207
Si  0.0005  -0.0042  0.0067
Si  -0.0037  0.0074  0.0073
Si  0.0041  0.0006  0.0087
Si  0.0747  0.0177  -0.052
Si  0.0041  -0.0075  -0.0128
O  0.0004  -0.0003  -0.0016
O  -0.0091  0.0024  -0.0137
N  0.0039  0.0201  -0.0389
O  0.0028  -0.0034  0.0222
O  -0.0014  0.0001  0.0306
O  -0.003  0.0019  0.0095
O  0.0031  -0.0024  -0.0046
O  -0.0009  0.0008  0.0077
O  0.0822  -0.1793  0.1801
O  0.0454  -0.0461  -0.0302
O  -0.0007  0.0112  -0.0197
O  -0.0073  0.0298  -0.0152
O  -0.0048  0.0018  -0.0063
O  0.0034  0.0001  0.0248
O  -0.0038  -0.0003  0.0102
O  0.0096  -0.0094  0.0251
O  0.0018  -0.0012  -0.0035
O  -0.0011  0.0003  0.0047
O  -0.0019  0.0009  -0.0064
O  0.001  0.0018  -0.0094
O  -0.0045  0.0019  -0.0004
N  -0.0272  -0.0492  0.0009
O  0.0006  0.0025  0.0071
O  -0.0024  -0.0015  -0.0013
O  0.0017  -0.005  0.0048
O  0.0001  0.0027  -0.0015
O  0.0029  -0.0003  -0.0036
O  0.0038  0.0015  0.0014
O  0.0057  0.0042  0.0034
O  0.0238  0.0169  -0.0037
O  0.0797  0.0561  -0.05
O  -0.0024  0.0027  -0.0089
O  -0.0033  0.0005  0.001
O  -0.011  0.014  -0.0172
O  -0.0013  -0.0048  0.0059
O  0.0012  0.0042  -0.0071
O  0.0012  -0.0001  -0.0037
O  -0.0047  -0.0051  -0.0017
O  0.001  0.0022  0.0038
O  0.0016  0.003  0.0002
O  0.0019  -0.0008  -0.0016
O  0.0013  0.0007  -0.0005
O  0.0015  -0.0054  0.0069
O  -0.001  -0.0025  -0.0006
O  0.002  -0.0037  -0.0066
O  0.0002  -0.0009  0.0008
O  0.0049  -0.0006  -0.0027
O  0.0011  0.0006  0.0014
O  0.0004  0.0007  0.0052
O  -0.003  0.002  0.0105
O  0.0001  0.0011  0.0027
O  0.0018  0.0032  -0.0061
O  0.0013  0.005  0.0061
O  -0.0005  -0.0028  0.0009
O  0.0007  -0.0001  -0.0047
O  0.0065  0.0049  0.0096
O  -0.003  0.0017  0.0146
O  -0.0024  0.0048  0.0048
O  -0.0061  0.0308  -0.0162
O  0.0017  0.0027  0.0008
O  -0.0051  0.0033  0.0016
O  0.0011  0.0032  0.0078
O  0.0171  0.0079  0.0081
O  -0.0017  -0.0006  0.0014
O  -0.0003  -0.0008  0.0045
O  -0.0021  0.0019  0.0009
O  0.0055  -0.019  0.0296
O  0.0033  0.0023  0.0122
O  0.026  0.0158  -0.0413
O  -0.0031  0.0004  -0.0031
O  0.0012  0.0015  -0.0037
O  0.0013  -0.0035  -0.0023
O  -0.0019  0.0046  0.0041
O  0.0003  -0.0005  -0.0044
O  0.0041  0.0093  -0.0039
O  -0.0001  0.0023  -0.0037
O  -0.0052  -0.0054  0.0144
O  -0.0018  0.0042  -0.0036
O  0.0002  -0.001  0.0101
O  0.0025  -0.0016  -0.002
O  -0.0029  0.0009  -0.0064
O  -0.0036  -0.0055  0.0127
O  -0.0005  0.0022  -0.0061
O  0.0016  -0.0033  -0.0057
O  0.0011  -0.002  0.0028
O  0.0015  -0.0019  0.0057
O  0.0015  0.0079  0.0017
O  0.0016  -0.0031  0.0034
O  0.002  -0.0007  0.005
O  0.0027  0.0018  -0.0002
O  0.0359  -0.0862  -0.1109
O  -0.0648  0.0991  0.0435
O  0.0059  0.0003  -0.001
N  0.0232  0.0077  -0.0085
N  -0.0131  0.0089  -0.0239
O  0.0054  0.0022  0.0105
O  0  0.0002  0.0051
O  0.0011  0.0017  0.0077
O  -0.0038  -0.0015  -0.0075
O  -0.0021  -0.0067  0.0007
O  0.0005  0.0014  0.0011
O  -0.004  0.0037  0.0041
O  -0.0038  0.001  0.0055
O  -0.0008  0.0027  0.0001
O  0.0042  0.0058  0.0034
O  -0.0018  0.0012  0.0114
O  0.0012  0.0021  -0.0008
O  0.0023  0.0013  -0.0016
O  0.0029  0.0015  0.0008
O  0.0047  -0.0098  0.0031

The program warned: the cutoff lies below the one the program advises for these potential files; the exchange-correlation potential is rough where the density is thin.
